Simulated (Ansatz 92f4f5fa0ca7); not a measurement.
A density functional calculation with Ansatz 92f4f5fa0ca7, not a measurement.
Periodic cell of 466 atoms, Si304O162, from a study of silicon, its oxide and their interface. The atomic structure is a simulated model.
Doubt: the cutoff is far below the 930 eV that the study's wrapper takes by default for these files, so forces and energies are approximate.
This geometry differs little from another in the collection (a relaxation step or a small displacement).

Settings: functional PBE; potential files Ansatz PAW; basis plane waves; wave-function cutoff 580 eV; density cutoff ratio 5; exchange-correlation grid ratio 1; k mesh 1 x 1 x 1, Gamma-centred; self-consistency stop 5e-08 eV per atom in the density residual; occupations fixed; spin none; net charge 0.

Cell vectors (angstrom)
a	15.4691	0	0
b	0	15.4691	0
c	2.774	-3.0337	34.6621

Atoms and the computed forces on them: element, x, y, z (angstrom), force x, y, z (eV/angstrom)
Si	11.1	-3.034	24.689	-0.015	-0.002	0.002
Si	11.218	-6.879	24.59	-0.014	0.004	-0.008
Si	3.298	-3.123	24.373	0.033	0.006	0.018
Si	3.452	0.838	24.667	-0.031	0.003	0.022
Si	3.488	-10.773	24.653	-0.049	0.002	0.004
Si	3.411	-6.82	24.659	-0.011	-0.004	0.001
Si	6.428	-3.024	24.552	0.017	0.001	-0.016
Si	5.851	0.81	24.516	0.042	0.001	-0.002
Si	5.873	-10.628	24.642	0.043	-0.001	0
Si	5.855	-6.945	24.456	0.013	0.001	0.003
Si	11.191	0.817	24.441	-0.021	-0.002	-0.02
Si	11.21	-10.713	24.445	-0.005	-0.002	-0.011
Si	-1.96	-3.103	24.513	0.015	0.001	0.011
Si	-1.837	0.738	24.365	0.017	-0.001	-0.002
Si	-1.761	-10.812	24.381	0.012	0.005	-0.032
Si	-1.827	-6.974	24.547	0.012	0.001	-0.011
Si	2.841	-1.176	25.736	0.002	0	0.009
Si	2.844	2.773	25.851	0.003	0.001	0.006
Si	2.818	-8.816	25.792	0.007	0.004	-0.001
Si	2.887	-4.916	25.884	-0.002	0.011	0.008
Si	6.573	-1.046	25.817	-0.008	-0.003	0.009
Si	6.57	2.793	25.651	-0.011	0.003	0.003
Si	6.525	-8.754	25.851	0.002	0.012	0.011
Si	6.578	-5.042	25.753	-0.002	0.005	-0.001
Si	10.585	-1.041	25.823	0.007	-0.005	0.015
Si	10.613	2.787	25.661	0.004	0.008	0.013
Si	10.635	-8.832	25.797	-0.002	-0.01	0.005
Si	10.594	-4.994	25.869	0.004	-0.014	0.002
Si	-1.25	-1.152	25.707	-0.004	0.007	0.001
Si	-1.212	2.698	25.624	0.002	-0.018	0.009
Si	-1.203	-8.911	25.745	-0.004	0.008	0.01
Si	-1.207	-5.004	25.723	0	0.005	0
Si	0.8	-1.13	26.986	-0.001	-0.001	0
Si	0.777	2.756	27.007	0.002	-0.002	-0.004
Si	0.802	-8.843	27.04	0.001	-0.004	0.007
Si	0.809	-4.95	27.039	-0.002	-0.003	0.004
Si	4.687	-1.102	27.236	-0.002	-0.002	0.003
Si	4.755	2.799	27.231	-0.005	-0.002	0.001
Si	4.668	-8.778	27.29	0.004	-0.004	0.003
Si	4.763	-4.918	27.28	0.003	0	0.002
Si	8.574	-1.06	27.086	-0.001	0.003	0.006
Si	8.585	2.775	26.96	-0.001	-0.002	-0.004
Si	8.59	-8.816	27.045	-0.001	0.002	-0.001
Si	8.559	-5.017	27.079	-0.002	0.001	-0.001
Si	12.448	-1.098	27.261	0.001	-0.001	0.001
Si	12.446	2.741	27.166	0.004	0.001	-0.006
Si	12.455	-8.875	27.268	0.006	0.003	0.005
Si	12.473	-5.005	27.278	0.001	0.001	0
Si	0.815	-3.026	28.44	-0.003	0.003	-0.002
Si	0.82	0.816	28.404	-0.004	-0.001	0
Si	0.81	4.687	28.431	0	-0.004	0.003
Si	0.821	-6.898	28.432	-0.003	0	-0.002
Si	4.725	-2.999	28.607	0.002	-0.005	0.004
Si	4.708	0.852	28.556	0	-0.004	0.006
Si	4.711	4.724	28.581	0	-0.002	0.009
Si	4.697	-6.855	28.61	0.001	0.001	0.001
Si	8.569	-3.036	28.438	0.002	0.001	-0.006
Si	8.583	0.877	28.445	0.001	0.001	0
Si	8.571	4.691	28.407	0.001	0.002	0.002
Si	8.588	-6.919	28.484	0.001	-0.004	-0.002
Si	12.447	-3.046	28.579	0	0	0.002
Si	12.45	0.842	28.565	0	0.004	0.004
Si	12.443	4.652	28.562	-0.002	-0.002	0.002
Si	12.46	-6.936	28.598	0.003	0	0.006
Si	2.74	-3.033	29.871	0.003	-0.001	-0.001
Si	2.74	0.837	29.855	0.004	0.002	0
Si	2.736	4.693	29.865	0.004	-0.002	-0.003
Si	2.73	-6.893	29.88	0	0.001	-0.004
Si	6.679	-3.027	29.891	0	0.001	-0.004
Si	6.664	0.838	29.87	-0.004	-0.002	-0.004
Si	6.674	4.703	29.871	-0.003	0.001	-0.003
Si	6.665	-6.904	29.891	-0.003	-0.002	-0.004
Si	10.482	-3.038	29.872	0.001	-0.002	-0.002
Si	10.492	0.844	29.874	0	0	-0.001
Si	10.478	4.692	29.86	0.005	0.001	-0.001
Si	10.498	-6.906	29.892	0.005	-0.001	-0.001
Si	-1.073	-3.031	29.886	-0.003	0	-0.004
Si	14.403	0.835	29.87	-0.004	0	0.001
Si	-1.079	4.694	29.878	-0.001	0.002	-0.002
Si	-1.061	-6.902	29.889	-0.002	0.003	-0.004
Si	0	1.934	2.05	-0.401	-0.03	-0.045
Si	0	5.801	2.05	-0.244	0.074	-0.084
Si	0	-5.801	2.05	-0.281	0.02	0.127
Si	0	-1.934	2.05	-0.201	-0.074	0.112
Si	3.867	1.934	2.05	0.369	-0.013	-0.057
Si	3.867	5.801	2.05	0.312	0.03	-0.091
Si	3.867	-5.801	2.05	0.216	0.032	-0.069
Si	3.867	-1.934	2.05	0.296	-0.07	0.037
Si	7.734	1.934	2.05	-0.202	-0.008	0.108
Si	7.734	5.801	2.05	-0.293	0.031	-0.102
Si	7.734	-5.801	2.05	-0.31	0.01	-0.017
Si	7.734	-1.934	2.05	-0.231	-0.01	0.088
Si	-3.867	1.934	2.05	0.101	-0.002	0.058
Si	11.602	5.801	2.05	0.243	0.09	-0.155
Si	-3.867	-5.801	2.05	0.433	0.067	-0.1
Si	-3.867	-1.934	2.05	0.195	-0.135	-0.016
Si	-1.95	1.927	3.474	-0.002	0.001	0.002
Si	-1.936	5.845	3.453	-0.002	-0.006	0.001
Si	-1.935	-5.794	3.498	-0.003	-0.001	-0.004
Si	-1.942	-1.979	3.471	-0.005	0.005	-0.002
Si	1.933	1.928	3.338	0.004	-0.002	-0.001
Si	1.938	5.822	3.352	0.001	-0.002	-0.002
Si	1.938	-5.803	3.369	-0.002	0.001	0.006
Si	1.943	-1.959	3.375	0.002	0	-0.006
Si	5.805	1.936	3.484	0.003	0.002	0
Si	5.804	5.791	3.469	0	-0.004	0.003
Si	5.79	-5.798	3.469	0.002	0.001	0.001
Si	5.803	-1.935	3.486	0.003	0.004	0.002
Si	9.664	1.942	3.392	0.001	0.002	-0.001
Si	9.666	5.795	3.348	-0.001	0.001	-0.003
Si	9.68	-5.781	3.338	0.001	-0.006	-0.005
Si	9.67	-1.921	3.375	0.001	0	0.005
Si	-1.993	-0.056	4.849	-0.01	-0.001	-0.001
Si	-1.987	3.918	4.815	-0.003	0	-0.005
Si	-1.893	-7.717	4.92	-0.001	0.001	0.001
Si	-1.913	-3.884	4.955	-0.001	-0.001	0.001
Si	1.952	0	4.654	0.009	0.005	-0.002
Si	1.95	3.872	4.624	0.003	-0.005	-0.003
Si	1.959	-7.728	4.703	0.002	0.003	0.004
Si	1.958	-3.895	4.729	0.005	-0.005	0
Si	5.805	0.003	4.903	-0.001	0.003	0
Si	5.819	3.87	4.901	0.002	0.001	-0.006
Si	5.78	-7.739	4.858	-0.005	0	0.003
Si	5.804	-3.877	4.899	0.026	0.001	0.007
Si	9.658	0.003	4.733	0	-0.003	0.003
Si	9.639	3.894	4.714	0	-0.001	-0.001
Si	9.725	-7.721	4.616	0	0.001	-0.004
Si	9.69	-3.87	4.681	0.002	-0.001	0.002
Si	0.051	-0.093	6.023	0.006	0.006	-0.005
Si	0.054	3.953	5.987	0	0.004	-0.009
Si	0.151	-7.688	6.213	0.004	0.003	0.007
Si	0.146	-3.93	6.248	0.006	-0.011	0.009
Si	3.772	0.004	6.161	-0.005	-0.002	-0.003
Si	3.768	3.888	6.119	-0.009	0.001	-0.008
Si	3.784	-7.768	6.193	0.004	-0.003	-0.006
Si	3.8	-3.889	6.216	-0.015	-0.008	0.014
Si	7.815	-0.009	6.226	-0.004	-0.017	-0.008
Si	7.817	3.879	6.25	0.006	-0.003	-0.009
Si	7.853	-7.704	6.004	0.003	0.01	-0.008
Si	7.849	-3.908	6.133	-0.022	0.003	-0.013
Si	-3.975	-0.035	6.225	-0.002	0.001	-0.004
Si	-3.974	3.941	6.15	-0.005	0.004	-0.003
Si	-3.945	-7.736	6.151	-0.002	-0.013	-0.002
Si	-3.975	-3.864	6.211	-0.004	0.004	0.001
Si	0.223	1.943	7.135	0.022	0.005	0.041
Si	0.712	5.786	7.344	-0.005	0.005	0.001
Si	0.855	-5.825	7.575	-0.007	0.001	-0.002
Si	0.723	-1.938	7.38	-0.007	0.004	0.003
Si	3.313	1.984	7.424	-0.021	0.001	0.038
Si	3.167	5.749	7.436	-0.001	0.002	0.004
Si	3.258	-5.84	7.493	-0.003	0.013	-0.013
Si	3.159	-1.924	7.389	0.002	-0.002	-0.003
Si	8.541	1.919	7.43	-0.019	0.004	0.01
Si	8.457	5.928	7.303	-0.001	-0.003	0.002
Si	8.452	-5.867	7.351	0.001	0.002	-0.001
Si	8.363	-1.992	7.431	-0.001	-0.001	-0.003
Si	-4.495	1.98	7.354	0.016	0.004	0.01
Si	-4.6	5.86	7.46	0.001	-0.001	0.004
Si	-4.612	-5.84	7.379	0.001	0.004	-0.001
Si	-4.688	-1.962	7.478	-0.001	0.006	-0.002
Si	4.437	-1.652	9.347	-0.027	-0.008	0.005
Si	2.774	-4.967	31.243	-0.276	0.067	0.027
Si	2.774	-1.1	31.243	-0.206	0.049	-0.112
Si	2.774	2.767	31.243	-0.238	-0.049	-0.07
Si	2.774	-8.834	31.243	-0.23	-0.042	-0.093
Si	6.641	-4.967	31.243	0.211	0.006	0.068
Si	6.641	-1.1	31.243	0.258	0.094	0.04
Si	6.641	2.767	31.243	0.144	0.021	-0.026
Si	6.641	-8.834	31.243	0.202	-0.057	0.065
Si	10.508	-4.967	31.243	-0.143	0.007	0.037
Si	10.508	-1.1	31.243	-0.177	0.018	-0.082
Si	10.508	2.767	31.243	-0.176	0.042	0.014
Si	10.508	-8.834	31.243	-0.142	-0.13	-0.011
Si	-1.093	-4.967	31.243	0.175	0.019	0.064
Si	14.375	-1.1	31.243	0.154	0.057	0.016
Si	-1.093	2.767	31.243	0.223	-0.043	0.021
Si	-1.093	-8.834	31.243	0.168	-0.059	0.036
Si	4.708	-4.967	32.611	0.001	-0.003	-0.057
Si	4.708	-1.1	32.611	-0.005	0.016	-0.06
Si	4.708	2.767	32.611	0.004	0.007	-0.057
Si	4.708	-8.834	32.611	0.021	-0.038	-0.059
Si	8.575	-4.967	32.611	0	-0.009	0.054
Si	8.575	-1.1	32.611	-0.017	0.035	0.058
Si	8.575	2.767	32.611	0.01	-0.011	0.048
Si	8.575	-8.834	32.611	0.003	-0.02	0.044
Si	-3.027	-4.967	32.611	-0.007	0.008	-0.038
Si	12.442	-1.1	32.611	0.02	0.007	-0.037
Si	-3.027	2.767	32.611	-0.006	0.011	-0.04
Si	-3.027	-8.834	32.611	-0.025	-0.019	-0.04
Si	0.84	-4.967	32.611	0.012	0.023	0.057
Si	0.84	-1.1	32.611	0.01	0.032	0.046
Si	0.84	2.767	32.611	-0.002	0.002	0.051
Si	0.84	-8.834	32.611	-0.004	-0.041	0.056
Si	4.708	-3.034	33.978	-0.003	-0.004	0.022
Si	4.708	0.833	33.978	0.003	-0.012	0.026
Si	4.708	4.701	33.978	-0.021	0.017	0.031
Si	4.708	-6.901	33.978	-0.002	0.009	0.021
Si	8.575	-3.034	33.978	0.01	-0.016	-0.031
Si	8.575	0.833	33.978	0.01	-0.002	-0.019
Si	8.575	4.701	33.978	-0.007	0.027	-0.028
Si	8.575	-6.901	33.978	0.005	0.001	-0.027
Si	-3.027	-3.034	33.978	-0.005	-0.028	0.026
Si	12.442	0.833	33.978	-0.015	0.014	0.026
Si	-3.027	4.701	33.978	0.025	0.032	0.016
Si	-3.027	-6.901	33.978	0	-0.023	0.015
Si	0.84	-3.034	33.978	-0.008	-0.017	-0.027
Si	0.84	0.833	33.978	-0.007	-0.005	-0.022
Si	0.84	4.701	33.978	0.005	-0.001	-0.015
Si	0.84	-6.901	33.978	-0.018	0.027	-0.029
Si	0	0	0.683	-0.142	0.022	0.012
Si	0	3.867	0.683	-0.157	0.003	0.001
Si	0	7.734	0.683	-0.134	-0.023	-0.01
Si	0	-3.867	0.683	-0.119	0.001	-0.006
Si	3.867	0	0.683	0.142	0.013	0.007
Si	3.867	3.867	0.683	0.127	-0.002	-0.002
Si	3.867	7.734	0.683	0.172	-0.001	-0.016
Si	3.867	-3.867	0.683	0.154	-0.01	-0.016
Si	7.734	0	0.683	-0.125	-0.004	0.013
Si	7.734	3.867	0.683	-0.126	0.017	0.005
Si	7.734	7.734	0.683	-0.138	-0.016	-0.012
Si	7.734	-3.867	0.683	-0.13	-0.001	-0.001
Si	-3.867	0	0.683	0.142	0.022	0.02
Si	11.602	3.867	0.683	0.179	0	0.001
Si	-3.867	7.734	0.683	0.085	-0.023	-0.013
Si	-3.867	-3.867	0.683	0.113	0.002	-0.023
Si	-1.073	-2.964	22.34	-0.017	0.014	-0.001
Si	-1.04	0.24	22.146	-0.004	0.003	-0.003
Si	-0.346	-10.233	21.536	0	-0.007	0.003
Si	-1.861	-7.55	21.483	0	0.001	0.002
Si	2.044	-2.994	22.367	-0.02	-0.024	-0.02
Si	2.061	0.212	21.97	-0.005	0.011	-0.031
Si	2.691	-9.887	21.791	-0.007	0.018	-0.022
Si	3.255	-6.828	21.723	-0.004	0.002	-0.012
Si	8.572	-5.176	21.026	-0.006	-0.013	0.005
Si	6.705	1.488	21.618	0.008	0.011	-0.008
Si	6.478	-8.87	19.765	-0.007	-0.008	0.004
Si	6.195	-6.691	22.073	-0.001	-0.004	-0.001
Si	9.547	0.322	21.719	0.002	0.012	-0.001
Si	9.999	-10.22	22.46	0.007	0.015	0.022
Si	8.929	-2.672	22.493	0.004	-0.005	0.013
Si	10.609	-7.252	22.344	0.004	-0.003	0.015
Si	-3.829	2.571	9.548	0.008	-0.015	-0.01
Si	-3.695	5.615	9.682	-0.016	0.007	-0.013
Si	-3.026	-5.252	9.919	0.009	0.008	-0.019
Si	-0.87	-1.237	10	0.009	0.021	0.018
Si	-1.075	1.743	9.838	0.007	-0.01	-0.008
Si	-0.75	-9.06	10.093	0.013	-0.005	-0.008
Si	-0.097	-5.991	9.773	0.009	0	-0.022
Si	0.534	-4.725	12.659	-0.001	-0.006	-0.005
Si	4.578	1.237	10.082	-0.014	-0.002	-0.001
Si	4.14	-9.584	9.607	-0.026	0.002	-0.027
Si	4.347	-6.344	9.548	-0.007	0.016	-0.014
Si	8.674	2.716	10.353	-0.003	0	-0.005
Si	7.213	5.558	10.041	-0.001	0.004	0.009
Si	7.511	-5.675	9.5	0.017	-0.025	-0.008
Si	7.293	-2.597	9.455	0.021	0.003	-0.014
Si	-3.798	-2.149	9.657	-0.005	-0.002	-0.035
Si	-3.585	0.316	14.441	0.009	-0.001	0.009
Si	-0.788	-0.128	15.122	-0.005	-0.002	0.004
Si	-1.572	-5.559	14.734	0.002	0	0.005
Si	0.37	-1.746	12.581	-0.005	0.002	-0.019
Si	3.126	-0.691	11.831	-0.008	0.007	-0.004
Si	5.441	-11.695	17.116	0.002	-0.004	0.015
Si	4.675	2.874	14.146	-0.006	0.002	-0.006
Si	4.871	-5.743	12.322	0.001	0.002	-0.007
Si	-5.085	-1.63	12.516	0.005	-0.005	-0.005
Si	6.62	1.788	12.18	0.001	0.012	-0.017
Si	6.801	-3.771	13.481	-0.013	-0.005	-0.001
Si	-0.048	3.919	11.763	0.006	0.012	-0.018
Si	2.553	1.013	19.047	-0.003	-0.008	0.011
Si	-4.551	-9.246	12.624	0	-0.005	-0.001
Si	0.354	-12.16	19.009	0	0.007	0.019
Si	7.441	-1.115	12.277	-0.006	-0.002	-0.014
Si	-1.654	2.562	14.184	-0.005	-0.005	0.006
Si	8.919	-8.249	14.444	-0.005	-0.001	0.006
Si	6.026	-3.65	16.442	-0.006	-0.003	0.01
Si	-2.171	1.909	19.65	0.004	-0.001	0.005
Si	2.902	-3.891	17	0.003	0.004	0.009
Si	1.351	-9.766	17.259	0.001	-0.004	0.011
Si	6.573	-0.609	16.399	0	0.003	0.009
Si	-1.166	-4.918	19.931	0.006	-0.001	0.001
Si	7.04	-10.961	21.915	0.002	-0.009	-0.013
Si	10.656	-9.869	17.379	-0.008	0.001	0.004
Si	1.998	-4.815	19.884	-0.004	-0.008	0.004
Si	9.516	0.106	16.397	0.007	-0.003	0.012
Si	3.713	-9.979	19.032	-0.012	-0.001	0.018
Si	7.293	-7.511	11.949	0.007	-0.001	-0.013
Si	2.867	4.789	12.343	0.002	-0.003	-0.003
Si	10.358	-6.909	16.685	-0.004	0.002	0.01
Si	-3.727	-6.217	12.744	0.005	-0.008	-0.002
Si	10.544	1.306	19.047	0.001	-0.004	0.006
Si	8.251	-5.022	17.935	0.002	0	0.002
Si	-5.554	-3.717	13.577	-0.002	-0.011	0.017
Si	1.667	-0.968	16.784	-0.004	-0.005	0.008
Si	3.918	-0.025	14.66	0.002	-0.001	-0.003
Si	7.752	-9.532	17.113	0.007	-0.001	0.01
Si	2.684	-5.937	14.527	-0.006	-0.002	0.004
Si	-2.892	-4.608	17.206	-0.001	0.005	0.001
Si	5.626	1.207	18.642	0.003	0.002	0.006
Si	10.216	-2.978	16.726	0.002	0.005	0.021
Si	1.977	-8.882	14.604	-0.008	-0.006	0.002
Si	11.284	-11.466	19.872	0.004	-0.006	-0.002
Si	-2.899	5.214	15	0.006	0.003	0.003
Si	-0.571	-8.266	15.62	0.006	-0.006	0.002
O	0.482	-3.44	22.615	0.021	-0.005	-0.006
O	0.519	0.738	22.034	0.009	-0.001	0.006
O	-1.043	-10.893	22.867	-0.018	-0.003	0.029
O	1.099	-9.578	21.916	0.002	0.006	0
O	3.453	-8.446	21.761	0.006	-0.001	-0.003
O	-1.3	-7.111	22.961	-0.01	0.002	0.015
O	4.905	-3.06	23.871	-0.031	-0.004	0.021
O	2.914	0.977	23.108	-0.019	0.005	-0.009
O	3.105	-10.832	23.037	0.003	-0.017	0.028
O	2.65	-6.447	23.196	0.008	-0.003	0.01
O	10.341	-3.056	23.211	0.007	0.001	-0.006
O	7.627	-2.955	23.425	-0.017	-0.001	0.012
O	8.326	1.381	21.591	0.013	-0.005	-0.002
O	6.14	0.617	22.875	-0.005	-0.01	0.014
O	6.202	-10.159	23.058	-0.013	0.01	0.001
O	8.59	-11.051	22.424	-0.003	-0.004	-0.01
O	9.844	-6.067	21.523	-0.006	0.014	-0.006
O	10.592	0.79	22.88	0.013	0	0.015
O	-1.021	1.966	8.225	-0.005	0.002	-0.016
O	-2.655	1.682	10.275	-0.01	-0.003	0.005
O	-2.362	-8.9	9.833	-0.004	0.002	0.007
O	0.002	5.693	8.839	0.006	-0.002	-0.005
O	-1.554	-5.436	9.243	-0.009	-0.003	0.024
O	0.12	-1.957	8.93	0.022	-0.02	-0.028
O	1.712	1.934	7.871	0	0	-0.05
O	4.068	2.198	8.879	-0.005	-0.003	-0.018
O	3.429	0.775	11.157	0.006	0.004	-0.002
O	8.149	1.843	9.064	0.011	-0.003	-0.012
O	5.65	5.235	9.691	0.013	-0.013	0.015
O	7.836	-9.081	8.787	0.017	0.012	-0.023
O	5.916	-5.972	9.243	-0.005	0.006	-0.002
O	5.668	-2.721	9.174	-0.005	0.011	0.001
O	-4.14	-5.986	8.982	-0.004	0.004	0.005
O	11.601	-5.904	16.97	0	0	-0.003
O	-4.723	-1.625	10.909	-0.011	0.001	0.012
O	-0.345	-1.03	13.839	0.004	-0.001	0.002
O	4.462	-3.444	16.828	-0.001	-0.001	-0.001
O	-2.004	-9.012	15.555	-0.002	-0.003	0
O	-0.895	2.294	18.713	-0.002	0.001	-0.003
O	-1.305	-9.018	21.016	-0.009	0.005	-0.002
O	2.554	-3.719	20.977	0.003	0.004	0.008
O	1.863	-0.193	18.201	0.002	0.004	-0.003
O	2.78	0.539	20.569	-0.008	0	0.004
O	2.301	-6.305	20.511	0	0.003	-0.002
O	4.732	-6.149	21.546	0	0.001	0.001
O	6.791	-2.215	16.512	0.003	0.004	-0.002
O	8.223	-5.485	19.482	0.002	0.003	-0.004
O	6.35	-12.422	21.859	-0.006	-0.002	0.002
O	6.708	-7.785	20.952	0.001	0.007	0.003
O	-5.343	-7.341	15.115	0	-0.002	0
O	8.94	-6.234	17.105	0.001	0.003	0.002
O	-5.329	-3.565	15.201	-0.003	0	-0.027
O	10.28	0.251	20.266	-0.003	0.003	-0.003
O	9.624	0.998	17.753	0.003	-0.005	-0.008
O	-2.784	-12.182	20.296	-0.003	0.006	-0.005
O	10.188	-12.639	19.543	0.003	0.009	0.002
O	9.654	-8.602	22.383	0.01	-0.008	0.002
O	-0.59	1.497	14.861	-0.002	0.001	0.003
O	-2.883	-5.906	11.391	0.002	0.006	-0.001
O	-2.414	-1.284	9.496	-0.02	0.006	0.004
O	-0.156	-7.552	10.311	0	0.011	0.014
O	3.758	1.532	14.216	0.003	0.004	0.002
O	5.138	-0.142	9.379	0.015	-0.012	-0.003
O	4.197	-7.958	9.813	-0.006	-0.008	0.017
O	3.287	5.202	10.828	-0.005	0.003	0.006
O	2.614	-7.461	15.104	0.004	0.005	0.006
O	3.917	-5.626	10.984	0.001	0.002	0.004
O	7.963	0.091	15.876	-0.003	-0.001	0.003
O	3.674	-1.848	10.8	0.011	-0.003	-0.012
O	8.146	2.153	11.781	-0.006	0	0.006
O	8.12	4.228	10.179	0.008	-0.017	0.008
O	7.333	-9.051	11.416	-0.001	0	0.003
O	5.922	-4.497	12.323	0.002	0	0.006
O	7.99	-6.546	10.816	-0.001	-0.003	0.011
O	6.512	0.194	12.434	0	-0.01	0.012
O	7.523	-1.61	10.731	0.002	0.01	0.014
O	-1.004	3.279	12.896	0.005	0.005	0.006
O	-3.918	-0.783	13.286	-0.008	0.001	0
O	-3.153	4.072	9.541	-0.003	-0.003	0.008
O	2.136	-9.985	15.821	0	0.004	-0.001
O	0.36	-8.74	14.354	-0.002	0.002	0.008
O	5.354	-0.251	15.386	0.002	0.002	0.003
O	-0.494	5.451	11.391	0.001	0	0.009
O	3.166	-10.65	20.426	0.003	-0.001	-0.003
O	-1.36	-6.461	20.395	-0.004	0.001	0
O	-4.939	0.699	15.268	-0.001	-0.003	0.003
O	-2.002	-4.447	15.843	0	-0.005	-0.002
O	-1.995	-4.731	18.546	0.003	-0.003	0.005
O	8.908	-1.115	22.08	-0.003	0	-0.007
O	7.815	-4.097	9.874	0.004	0.011	0.007
O	4.221	-11.171	18.057	-0.002	-0.004	-0.006
O	0.405	-4.634	19.625	-0.003	-0.001	-0.001
O	1.49	3.927	12.289	-0.005	0.001	0.007
O	1.682	2.381	19.087	0	0.004	-0.003
O	1.536	-5.762	13.391	-0.006	0.005	0.003
O	-0.013	-11.353	20.391	-0.002	-0.006	-0.009
O	1.521	-0.759	12.009	0.006	-0.006	0.01
O	8.034	-7.369	13.396	0.001	-0.003	0.004
O	8.363	-4.172	13.329	0.01	0.001	0.004
O	6.199	2.545	17.889	0.002	-0.001	-0.002
O	6.23	-0.106	17.906	-0.001	-0.001	-0.01
O	0.395	-5.095	11.071	-0.004	-0.007	0.006
O	11.539	-10.537	18.561	-0.001	0.001	0.008
O	5.728	-7.127	12.201	0.001	-0.007	0.006
O	4.829	-12.069	15.665	-0.001	-0.006	-0.011
O	2.69	-0.404	15.651	0.003	0.003	0.002
O	2.678	-9.314	13.216	0.006	-0.004	-0.005
O	-2.398	-0.331	15.389	0.003	0.002	-0.007
O	5.671	2.129	10.891	0.009	0.004	0.014
O	4.91	-8.907	19.298	0.003	0.001	-0.002
O	0.609	-11.123	17.778	-0.002	-0.003	0
O	-2.792	-6.39	14.057	-0.006	0.002	0.001
O	2.518	-4.899	15.771	0	-0.003	-0.002
O	9.987	-1.394	16.758	-0.003	0.015	-0.008
O	-0.69	-6.647	15.565	-0.004	0.001	-0.002
O	7.372	-8.587	18.415	0.004	-0.001	-0.002
O	7.289	-5.485	21.984	0.005	0.007	-0.002
O	-4.713	-4.963	12.977	-0.009	0.012	0.012
O	-1.147	-1.383	21.888	0.003	-0.004	0.002
O	6.918	-10.304	20.427	0.001	-0.001	0.006
O	-1.679	-3.88	21.105	0.008	0.004	0.006
O	6.696	-2.168	13.262	0.002	0.002	0.005
O	6.161	2.571	13.524	0.002	-0.001	0.007
O	11.978	-7.608	21.51	-0.004	-0.004	-0.005
O	-4.452	-7.63	12.472	0.003	0.004	0.001
O	0.196	-8.63	17.022	-0.001	0	-0.003
O	1.067	-3.193	12.883	0	0.004	0.004
O	4.08	-5.719	13.731	0.008	0	0.005
O	6.719	-4.73	17.45	0.001	0.003	-0.004
O	3.814	-0.918	13.295	-0.002	-0.004	0.001
O	2.742	-4.632	18.446	0.003	-0.001	-0.004
O	-4.599	5.683	11.073	0.008	0	-0.004
O	8.875	-3.584	21.15	0.002	-0.001	-0.007
O	-3.319	5.505	13.438	-0.005	0.003	0.002
O	10.683	-8.247	17.559	0	0.002	-0.003
O	6.201	-4.205	14.923	0.004	0.003	-0.004
O	10.823	-10.54	21.098	0.017	-0.003	-0.016
O	-1.824	0.926	20.892	0.007	-0.002	0.007
O	9.106	-10.374	17.473	-0.002	0.004	0.001
O	-0.187	2.935	10.481	0.006	0.003	0.01
O	-5.175	2.632	10.476	0.003	0.005	-0.002
O	2.435	-9.22	18.349	0	0	-0.005
O	12.15	1.232	18.693	-0.002	0.001	0.001
O	1.931	-2.573	16.961	0	0.003	-0.001
O	-0.761	-2.002	11.43	0.005	0.002	0.012
O	9.121	-3.67	17.706	0.001	-0.003	-0.001
O	-0.41	0.311	10.205	0	-0.004	0.014
O	-3.402	-3.684	10.038	0.006	-0.03	0.011
O	4.019	1.288	18.416	0.001	-0.004	0.001
O	-2.09	3.801	15.164	-0.002	-0.003	-0.002
O	11.24	-10.326	15.933	-0.002	0.001	-0.001
O	0.117	-0.658	16.362	0.003	0	-0.006
O	9.569	-9.475	13.545	0.001	-0.001	0.005
O	2.089	-1.388	22.14	-0.002	0.005	0.01
O	7.985	-8.745	15.695	0.003	0.005	-0.005
O	-2.988	1.692	13.775	0	-0.003	0.005
O	6.521	-10.531	16.857	0.006	0.006	0.002
O	8.972	-0.813	12.745	0.004	-0.003	0.005
O	-0.867	-4.802	13.487	0.002	0.001	0.004
O	3.991	3.924	13.123	0.005	-0.002	0.012
O	11.69	-3.258	17.354	-0.005	-0.001	-0.005
O	6.037	1.043	20.206	0	0.001	-0.005

Results
free energy: -285397.914 eV
free energy less fixed offsets of O -568.88, Si -635.61 eV per atom: -13.914 eV

The program warned: the cutoff lies below the one the program advises for these potential files; the forces do not sum to zero within the program's tolerance; the exchange-correlation potential is rough where the density is thin.
